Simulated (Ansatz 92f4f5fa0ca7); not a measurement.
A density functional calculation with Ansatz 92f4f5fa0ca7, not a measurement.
Periodic cell of 226 atoms, Si133O92B1, from a study of silicon, its oxide and their interface. The atomic structure is a simulated model.
Doubt: the cutoff is far below the 930 eV that the study's wrapper takes by default for these files, so forces and energies are approximate.
This geometry differs little from another in the collection (a relaxation step or a small displacement).

Settings: functional PBE; potential files Ansatz PAW; basis plane waves; wave-function cutoff 580 eV; density cutoff ratio 5; exchange-correlation grid ratio 1; k mesh 1 x 1 x 1, Gamma-centred; self-consistency stop 5e-08 eV per atom in the density residual; occupations fixed; spin none; net charge -1 e, with a uniform compensating background and no finite-size correction.

Cell vectors (angstrom)
a 10.938 0 0
b 0 10.938 0
c 0 0 31.9494

Atoms: element, x, y, z (angstrom)
Si 10.6211 -0.0021 24.4235
Si 5.0675 0.1202 24.6666
Si 2.8122 2.2896 24.5406
Si 8.5624 2.431 24.5686
Si 10.6978 5.5824 24.3404
Si 5.1506 5.6096 24.4571
Si 2.9804 7.9471 24.4129
Si 8.4061 7.8262 24.4225
Si 1.2835 1.1281 25.8511
Si 6.8066 1.3244 25.7464
Si 3.9762 4.0083 25.7402
Si 9.6776 4.0182 25.8605
Si 1.3286 6.7903 25.6767
Si 6.7942 6.7194 25.7617
Si 3.9929 9.4632 25.9627
Si 9.4744 9.4372 25.8052
Si 2.6269 -0.1374 27.302
Si 8.1325 -0.0695 27.1552
Si 0.0685 2.6518 27.2254
Si 5.4428 2.718 27.1224
Si 2.6583 5.4148 27.1217
Si 8.1822 5.3667 27.1473
Si 0.0016 8.1501 27.142
Si 5.5009 8.1385 27.1965
Si 4.0767 1.3254 28.5112
Si 9.5348 1.3148 28.5236
Si 1.3795 4.0658 28.5806
Si 6.7964 4.0595 28.5398
Si 4.0705 6.7756 28.5097
Si 9.5494 6.7792 28.4976
Si 1.2812 9.4782 28.6441
Si 6.8153 9.5359 28.5777
Si -0.0526 -0.0216 29.9538
Si 5.4415 -0.0135 29.9151
Si 2.7632 2.7146 29.9193
Si 8.1758 2.7033 29.8945
Si -0.0253 5.4406 29.9093
Si 5.4469 5.4466 29.9126
Si 2.725 8.144 29.9326
Si 8.2141 8.1733 29.9001
Si 1.3591 1.3771 31.2765
Si 6.8107 1.3693 31.282
Si 4.1031 4.0846 31.3055
Si 9.5353 4.0874 31.2738
Si 1.3434 6.81 31.2987
Si 6.8198 6.8456 31.2718
Si 4.0761 9.5638 31.2859
Si 9.5393 9.5442 31.3138
Si 2.733 0.0269 0.7074
Si 8.1849 0.0169 0.6956
Si -0.0007 2.7606 0.7018
Si 5.4766 2.7479 0.7385
Si 2.7281 5.4666 0.7092
Si 8.2003 5.4974 0.6969
Si 0.0036 8.2128 0.7361
Si 5.4685 8.2306 0.7138
Si 4.0942 1.3934 2.1094
Si 9.5864 1.3686 2.0512
Si 1.3396 4.153 2.0917
Si 6.8295 4.1665 2.0777
Si 4.0854 6.8608 2.0663
Si 9.5683 6.8519 2.1067
Si 1.3684 9.6213 2.0845
Si 6.8198 9.6392 2.0823
Si 0.0161 0.0496 3.4817
Si 5.4651 0.0401 3.507
Si 2.7148 2.8018 3.4378
Si 8.2457 2.7902 3.3634
Si 0.0251 5.535 3.5251
Si 5.4614 5.5407 3.4638
Si 2.7318 8.2513 3.4294
Si 8.2108 8.2886 3.418
Si 1.368 1.4694 4.8478
Si 6.8947 1.5013 4.761
Si 4.0201 4.2135 4.8121
Si 9.5807 4.0932 4.8089
Si 1.4042 6.9627 4.8963
Si 6.793 7.0249 4.7836
Si 4.1071 9.54 4.8503
Si 9.6057 9.5923 4.8426
Si 2.7478 0.0433 6.1314
Si 8.2734 0.1184 6.1052
Si 0.0439 2.8384 6.3087
Si 5.4936 2.8874 6.0899
Si 2.8981 5.7515 6.2702
Si 8.2152 5.6081 5.9773
Si 0.0416 8.32 6.3578
Si 5.3816 8.1845 6.3533
Si 4.4164 1.1972 7.3132
Si 9.8175 1.1764 7.6037
Si 1.2376 4.5759 7.478
Si 6.5338 4.652 7.2871
B 4.377 6.7119 7.6078
Si 9.7279 6.6228 7.4822
Si 1.2736 9.9445 7.6893
Si 6.6702 9.9204 7.3899
O 9.5794 1.2359 23.979
O 4.0984 6.798 23.9422
O 4.002 1.2361 24.0337
O 9.5255 6.6957 23.8938
O -0.0197 5.5649 7.9981
O 5.5603 0.1343 7.8831
O 0.068 0.106 8.1526
O 5.4231 5.7193 7.8673
O 7.4793 4.0573 8.4999
O 8.7279 7.0534 8.7517
O 2.1921 9.4065 8.9944
O 8.8694 1.7549 8.8699
O 7.5937 9.4822 8.7067
O 3.6078 1.825 8.5996
O 3.6988 7.199 8.8217
O 2.0553 4.0153 8.8185
O 8.1372 3.4796 23.3542
O 0.4398 4.9237 22.9513
O 1.8958 2.734 23.2428
O 5.8275 4.9036 23.1193
O 5.5095 9.996 23.4876
O 2.4391 8.6812 23.021
O 0.1879 10.0679 23.0815
O 7.7691 8.5664 23.0748
Si 8.6657 7.696 18.4271
Si 8.8105 6.369 13.6202
Si 3.8175 1.5404 14.7087
Si 2.1469 5.7378 17.6193
Si 2.4193 3.1329 19.4895
Si 9.8551 9.0291 12.042
Si 1.3283 9.4144 22.0787
Si 9.198 0.9716 13.1684
Si 1.4288 5.0604 13.0027
Si 1.8426 8.2361 12.7225
Si 6.6423 9.5521 22.4234
Si 4.5449 4.5992 15.6963
Si 8.1766 3.0734 9.5608
Si 0.8481 8.2387 19.255
Si 6.9519 1.344 21.0835
Si 8.2197 8.3198 9.6526
Si 10.8971 5.1988 15.5931
Si 7.5874 9.4943 16.2862
Si 9.9342 2.0475 20.2873
Si 3.2724 8.4285 9.802
Si 6.7105 3.3443 17.4048
Si 1.1698 0.1986 19.7973
Si 3.2458 2.826 12.2848
Si 7.2241 5.3937 19.6814
Si 5.751 8.6643 11.5154
Si 5.8048 6.0854 13.1873
Si 4.6489 9.6996 17.5855
Si 1.017 3.5898 22.1762
Si 4.9041 1.4723 18.7889
Si 3.196 3.0956 9.5055
Si 6.4693 10.8177 13.7568
Si 10.3759 0.1129 15.9373
Si 5.672 3.6588 11.1518
Si 9.8469 3.9094 11.8749
Si 2.3716 9.9101 15.479
Si 6.0825 8.1259 19.7823
Si 6.9334 3.9706 22.3756
Si 9.7717 2.7625 17.3513
O 7.2185 6.4035 13.9562
O 1.89 7.0499 18.6721
O 10.3111 4.018 16.5105
O 6.187 9.9579 17.0301
O 10.1688 0.7375 14.453
O 8.4525 6.1157 18.8534
O 5.1981 0.6923 14.4124
O 5.7348 2.0509 17.5206
O 8.348 1.9296 20.5322
O 2.0016 4.2915 18.402
O 6.9777 2.7954 10.6644
O 4.8813 2.7194 12.231
O 6.0444 4.392 16.3472
O 4.5688 3.9186 9.9475
O 10.6881 2.7652 21.5458
O 9.7257 6.1592 14.9752
O 6.0141 6.4886 19.8267
O 4.0951 0.1617 18.2511
O 9.3025 10.5489 12.2719
O 2.8649 4.3666 12.7072
O 1.9136 10.6927 21.2046
O 3.9966 2.7075 19.375
O 0.7566 10.0367 15.9095
O 1.2828 9.7957 18.8262
O 1.7168 1.6534 19.2684
O 8.9684 10.3724 16.4588
O 4.8875 8.5798 18.7608
O 9.5729 8.7638 10.4621
O 6.7614 4.0824 18.8543
O 2.8502 1.7302 13.3979
O 5.8295 8.7772 21.245
O 2.5475 2.4577 10.872
O 7.6146 4.8533 21.1726
O 5.2175 7.4877 12.5538
O 0.4876 9.067 12.4087
O 7.6059 1.0508 13.5523
O 7.1219 9.6302 14.7193
O 9.0003 5.0313 12.7032
O 8.1017 8.0335 16.899
O 6.2158 2.5749 21.8827
O 2.4902 9.0653 14.0386
O 0.4345 4.4915 11.8414
O 0.8147 8.3122 20.9268
O 9.3696 3.8713 10.3302
O 9.6719 2.3906 12.4984
O 7.6298 8.5625 19.3801
O 2.5912 8.0758 11.2779
O 4.0013 3.0545 15.3701
O 0.839 4.4965 14.4184
O 10.063 2.9848 18.9457
O 9.2085 7.8073 12.9416
O 10.5165 0.5259 20.0698
O 6.048 5.0443 11.9369
O 8.1684 2.7392 17.0083
O 3.5459 5.4702 16.7233
O 4.6762 9.117 10.3613
O 1.5385 6.6797 13.1609
O 4.7887 5.4988 14.345
O 2.0459 3.8407 20.9201
O 10.5636 1.3905 16.9441
O 0.9542 6.0582 16.5512
O 7.336 10.9475 21.9318
O 5.9292 0.8984 19.9123
O 6.0735 10.0293 12.3807
O 2.8764 0.5318 15.5706
O 7.0745 8.0049 10.7901
O 10.252 8.0105 18.6774
O 3.4692 9.1871 16.5308

Results
free energy: -137021.932 eV
free energy less fixed offsets of B -154.04, O -568.88, Si -635.61 eV per atom: 5.198 eV

Forces (eV/angstrom), in the order of the atoms: element, x, y, z
Si -0.0002 -0.0013 -0.0047
Si 0.0011 -0.001 -0.0036
Si -0.0002 0.0009 -0.0044
Si -0.0008 0.0011 -0.0026
Si 0.0012 -0.0007 -0.0032
Si 0.0008 -0.0004 -0.0044
Si -0.001 0.001 -0.003
Si 0 0.001 -0.0051
Si -0.0009 0 0.0003
Si 0.0002 -0.0003 0.0008
Si -0.0005 -0.0003 0.0013
Si -0.0002 0 0.0001
Si 0.0003 -0.0003 0.001
Si 0 0 0.001
Si 0.0009 -0.0015 -0.0002
Si 0.0002 -0.0001 0.0015
Si 0.001 0.0008 -0.0009
Si 0.0006 0.001 0.0009
Si -0.0009 0.0001 0.0009
Si -0.0002 -0.0007 0.0007
Si 0.0001 0.0014 0.0012
Si 0.0006 0 0.0007
Si 0.0003 0 0.0003
Si -0.0004 0.0005 0.0005
Si 0.0015 0.0015 -0.0002
Si -0.0009 -0.0017 -0.0012
Si 0.0027 -0.0008 0.0016
Si -0.0007 -0.0006 0.0007
Si -0.0007 -0.003 -0.0017
Si 0.0008 -0.0004 -0.0011
Si -0.0034 -0.0029 0.0048
Si 0.0009 0 0.0015
Si 0.0008 -0.0009 -0.0011
Si 0.0007 -0.0017 -0.0005
Si -0.0022 0.0025 -0.0002
Si -0.0005 0.0003 0
Si -0.0005 -0.001 -0.0003
Si 0.0004 0 0
Si -0.0013 0.0029 -0.0007
Si -0.0018 0.0015 0.0004
Si 0.0009 -0.0002 0.0002
Si 0 0.0003 -0.0001
Si -0.0002 -0.0015 -0.0005
Si 0 0.0012 0.0002
Si -0.0006 -0.0004 0.0002
Si 0.0008 0.0002 -0.0001
Si 0.0004 0.0008 0.0004
Si 0 -0.0004 -0.0007
Si -0.0025 -0.001 0.0003
Si 0.0008 0.0005 -0.0004
Si -0.0006 -0.0009 -0.0011
Si 0.0011 0.0013 -0.0001
Si 0.0006 -0.0002 0
Si -0.0007 -0.0012 0.0007
Si 0.0004 0.0013 0.0002
Si -0.0003 -0.0003 -0.0009
Si 0 0.0001 -0.0016
Si -0.0015 0.0006 0.002
Si 0.0019 -0.0002 -0.0011
Si 0.003 -0.0017 0.0013
Si 0.0008 0 0.0033
Si -0.0015 -0.0009 -0.0018
Si 0.0029 0.0012 0.0003
Si -0.0004 -0.0016 -0.0003
Si 0.0016 -0.0016 0.0006
Si 0.0018 0.0004 0.0015
Si -0.0021 -0.002 0.0005
Si -0.0014 0.0047 -0.0051
Si -0.0002 -0.0008 0.0004
Si -0.0005 0.0006 0.0012
Si -0.0043 0 0.0002
Si 0.0043 0.005 -0.0004
Si -0.0043 0 -0.0025
Si -0.0002 -0.0044 0.004
Si 0.0025 0.008 0.0019
Si 0.0011 -0.0065 -0.0024
Si 0.0064 0.0019 -0.0017
Si -0.0057 -0.0068 0.0017
Si -0.0013 -0.0021 -0.0007
Si -0.0013 0.0012 -0.0008
Si 0.0061 0.0006 -0.0062
Si -0.0083 -0.0032 0.0048
Si -0.0001 -0.0005 0.0034
Si 0.0027 -0.003 -0.0096
Si -0.0083 -0.0045 -0.0093
Si -0.005 0.0043 -0.0069
Si -0.0006 0.0024 -0.0083
Si 0.0032 0.0059 -0.0074
Si 0.0019 -0.0049 0.0084
Si -0.0031 0.0041 -0.0099
Si 0.0083 -0.0011 -0.0036
Si -0.008 0.0074 0.0225
B 0.0037 -0.0047 0.0121
Si 0.0016 -0.0035 0.0242
Si -0.0048 0.0026 0.0195
Si 0.0051 0.0011 -0.0164
O 0.0007 -0.0002 0.0009
O 0 0.0002 0.0008
O -0.0005 0.0003 0.0014
O -0.0006 0.0003 0.0012
O -0.0043 0.002 -0.0074
O 0.0004 -0.0007 0.0047
O 0.0031 -0.002 -0.0014
O 0.0068 -0.0026 -0.0044
O -0.0051 0.0039 -0.0113
O 0.0026 -0.0003 -0.0064
O 0.0003 -0.0002 -0.0061
O 0.0021 -0.0033 0.0025
O 0.002 -0.0035 0.0065
O -0.001 -0.0001 -0.0027
O -0.0008 0.0002 -0.0013
O -0.0035 0.0019 0.0048
O 0.0013 -0.0011 0.0018
O -0.0014 0.0018 0.0023
O 0.0018 -0.0013 0.003
O -0.0021 0.0019 0.0029
O -0.0012 0.0009 0.0021
O 0.0016 -0.0014 0.0023
O -0.0018 0.0019 0.0032
O 0.0018 -0.0022 0.0027
Si 0.0001 -0.0001 0.0001
Si 0.0004 0 -0.0005
Si 0.0001 0 0
Si 0.0002 0.0001 -0.0001
Si 0.0006 -0.0003 -0.0006
Si 0.0002 0.0001 0.0017
Si 0.0003 0 -0.0031
Si 0.0002 0 0.0002
Si -0.0003 -0.0002 -0.0001
Si -0.0014 -0.0007 0.0018
Si -0.0008 0.0007 -0.0021
Si 0 -0.0004 0.0001
Si 0.0015 -0.0002 0.0043
Si -0.0001 -0.0004 -0.0008
Si -0.0001 0 -0.0006
Si 0.0005 0.0032 0.002
Si 0 0 0.0001
Si 0.0004 0.0003 0.0001
Si -0.0002 -0.0003 -0.0007
Si -0.0022 0.0031 0.0063
Si 0.0001 -0.0003 -0.0004
Si -0.0002 0.0001 -0.0004
Si 0 0.0007 0.001
Si -0.0001 0.0004 -0.0008
Si 0.001 -0.0003 0.0028
Si 0.0003 -0.0003 0.0009
Si 0.0001 0.0002 -0.0002
Si -0.0004 -0.0007 -0.0029
Si -0.0001 0.0001 -0.0003
Si 0.0008 0.0013 0.0035
Si 0.0005 0.0008 0.001
Si 0 -0.0002 -0.0001
Si -0.0002 0.0001 0.001
Si 0.0004 0.0002 0.0016
Si 0 0.0006 0.0003
Si 0.0001 -0.0004 -0.0007
Si 0.0005 -0.0009 -0.0022
Si -0.0002 -0.0002 -0.0006
O -0.0004 0 0.0002
O -0.0002 0.0003 0
O 0.0001 0.0002 0.0002
O -0.0001 0 0
O -0.0003 0.0002 -0.0004
O -0.0001 -0.0003 -0.0001
O 0.0004 -0.0003 0
O -0.0002 -0.0002 0.0003
O -0.0005 -0.0002 0
O -0.0001 -0.0005 0.0003
O 0.0013 -0.0005 -0.0005
O 0.0003 0 -0.0002
O -0.0002 0.0002 0.0001
O -0.0005 0 -0.0018
O 0.0009 0.0008 0.001
O -0.0003 0.0002 -0.0003
O 0 0 -0.0002
O 0.0001 0.0002 -0.0001
O 0.0002 -0.001 0
O 0.0003 -0.0004 0.0002
O 0 -0.0007 0.0009
O -0.0002 0.0001 -0.0002
O 0.0002 -0.0001 0
O 0.0001 0.0001 0.0004
O -0.0001 0 -0.0001
O -0.0001 0 0.0001
O 0.0003 -0.0002 0.0004
O -0.0016 -0.0013 -0.0031
O 0.0001 0.0004 0.0003
O 0 0.0004 -0.0004
O 0.0006 0.0008 0.0016
O -0.0001 -0.0001 -0.001
O -0.0002 -0.0008 0.0014
O -0.0001 0.0014 -0.0007
O 0.0004 -0.0001 0
O 0 -0.0001 0.0002
O -0.0002 0.0002 -0.0004
O 0.0005 -0.0009 -0.0002
O 0.0001 0 0.0002
O 0.0001 0.0008 0.0003
O 0.0001 -0.0005 -0.0005
O -0.0003 -0.0003 -0.0003
O 0.0003 0.0006 0.0013
O -0.0007 -0.0004 -0.0012
O 0.0002 0.0008 -0.0001
O -0.0004 0.0001 -0.0001
O 0.0012 0 -0.003
O 0 -0.0001 0.0001
O 0.0004 0.0001 -0.0003
O 0.0001 -0.0002 0.0005
O 0.0002 0.0009 -0.0003
O 0 0.0002 -0.0001
O 0 -0.0011 -0.0008
O 0.0001 0 0.0002
O 0.0001 0 0
O -0.0018 -0.001 -0.0026
O 0.0006 0.0015 -0.0001
O 0.0003 0.0005 -0.0003
O -0.0008 0.0003 0.0014
O 0.0001 0.0001 0.0001
O -0.0001 -0.0001 -0.0001
O 0 -0.0008 0.0003
O 0.0008 0.0001 0.0005
O -0.0005 -0.0015 -0.0015
O 0.0003 -0.0001 0.0001
O 0.0008 -0.0001 -0.0015
O 0.0004 0.0001 0
O -0.0001 0 0.0001

The program warned: the cutoff lies below the one the program advises for these potential files; the exchange-correlation potential is rough where the density is thin.
